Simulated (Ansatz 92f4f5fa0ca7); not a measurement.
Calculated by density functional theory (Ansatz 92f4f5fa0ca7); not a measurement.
Periodic cell of 255 atoms, Si165O90, from a study of silicon, its oxide and their interface. The atomic structure is a simulated model.
Doubt: the cutoff is far below the 930 eV that the study's wrapper takes by default for these files, so forces and energies are approximate.

Settings
functional: PBE
potential files: Ansatz PAW
basis: plane waves
wave-function cutoff: 580 eV
density cutoff ratio: 5
exchange-correlation grid ratio: 1
k mesh: 1 x 1 x 1, Gamma-centred
self-consistency stop: 5e-08 eV per atom in the density residual
occupations: fixed
spin: none
net charge: 0

Cell vectors (angstrom)
a  10.938  0  0
b  0  10.938  0
c  0  0  37.7096

Atoms: element, x, y, z (angstrom)
Si  0  0  0.683
Si  5.469  0  0.683
Si  2.7345  2.7345  0.683
Si  8.2035  2.7345  0.683
Si  0  5.469  0.683
Si  5.469  5.469  0.683
Si  2.7345  8.2035  0.683
Si  8.2035  8.2035  0.683
Si  1.3673  1.3673  2.0503
Si  6.8362  1.3673  2.0503
Si  4.1018  4.1018  2.0503
Si  9.5708  4.1018  2.0503
Si  1.3673  6.8362  2.0503
Si  6.8362  6.8362  2.0503
Si  4.1018  9.5708  2.0503
Si  9.5708  9.5708  2.0503
Si  2.7345  0  35.6581
Si  8.2035  0  35.6581
Si  0  2.7345  35.6581
Si  5.469  2.7345  35.6581
Si  2.7345  5.469  35.6581
Si  8.2035  5.469  35.6581
Si  0  8.2035  35.6581
Si  5.469  8.2035  35.6581
Si  4.1018  1.3673  37.0254
Si  9.5708  1.3673  37.0254
Si  1.3673  4.1018  37.0254
Si  6.8362  4.1018  37.0254
Si  4.1018  6.8362  37.0254
Si  9.5708  6.8362  37.0254
Si  1.3673  9.5708  37.0254
Si  6.8362  9.5708  37.0254
Si  -4.4122  0.525  26.2921
Si  2.4563  2.2836  27.6416
Si  2.7393  5.5827  30.0737
Si  13.2348  -1.6144  24.7306
Si  -1.3099  6.9589  31.4066
Si  3.6128  9.2434  28.88
Si  7.2078  4.6477  22.2847
Si  13.5702  10.8925  30.2924
Si  1.3941  4.2148  31.543
Si  4.3028  -2.6589  22.7079
Si  3.8654  -0.3221  26.929
Si  10.986  4.5148  15.999
Si  -2.5732  11.008  30.231
Si  8.5575  7.5002  26.1537
Si  4.0781  12.3285  31.5497
Si  11.3943  14.1487  18.0506
Si  5.4787  -2.6803  30.0302
Si  6.8815  -1.3491  31.4557
Si  4.8304  5.1786  26.9226
Si  6.9139  6.8488  28.7026
Si  2.2588  8.8288  18.6808
Si  7.2545  0.2393  19.5705
Si  -1.549  4.5409  26.1651
Si  6.6171  3.3996  25.0835
Si  3.8015  3.9941  28.7024
Si  9.5702  1.3901  31.7383
Si  -1.6545  3.8578  29.1182
Si  6.7629  4.1945  31.5981
Si  4.1698  6.8505  31.496
Si  11.0062  8.4127  29.8884
Si  1.2918  9.5234  31.6275
Si  2.2228  6.6969  26.3816
Si  0.0023  -0.0143  33.0246
Si  5.4926  0.0047  32.8695
Si  2.7193  2.7752  32.9167
Si  8.1459  2.7894  32.9614
Si  -0.0163  5.5536  32.8716
Si  5.4407  5.5325  32.9839
Si  2.754  8.1737  32.9016
Si  8.2242  8.2217  32.8592
Si  1.3854  1.3878  34.3078
Si  6.822  1.3656  34.2972
Si  4.0966  4.111  34.3025
Si  9.5786  4.1412  34.274
Si  1.3763  6.8408  34.2886
Si  6.8672  6.8704  34.2897
Si  4.1121  9.5751  34.2634
Si  9.5471  9.5522  34.3094
Si  2.7145  -0.0216  3.4136
Si  8.2013  -0.024  3.4168
Si  -0.0047  2.7086  3.4147
Si  5.4502  2.7203  3.4182
Si  2.7227  5.4278  3.4164
Si  8.1862  5.4595  3.4164
Si  -0.0202  8.186  3.4142
Si  5.4711  8.1768  3.4173
Si  4.0808  1.3375  4.7765
Si  9.5818  1.3259  4.7807
Si  1.3844  4.0282  4.7942
Si  6.8261  4.0804  4.7797
Si  4.1283  6.7596  4.7629
Si  9.5531  6.816  4.7864
Si  1.3607  9.5277  4.7784
Si  6.8796  9.5  4.7848
Si  -0.0126  -0.0633  6.1683
Si  5.4762  -0.0608  6.0688
Si  2.7206  2.6469  6.2276
Si  8.2109  2.7134  6.1126
Si  -0.0198  5.4062  6.0939
Si  5.4693  5.4074  6.201
Si  2.7233  8.0915  6.083
Si  8.2174  8.14  6.2447
Si  2.1237  1.9727  12.2134
Si  5.5372  2.6295  8.893
Si  3.7522  7.0111  10.0052
Si  8.2202  5.347  9.0297
Si  1.3712  6.7074  7.4645
Si  8.7174  8.8288  12.2961
Si  6.856  6.7308  7.6197
Si  5.4508  8.1422  8.8967
Si  6.5465  4.6915  17.3113
Si  8.1779  0.0132  8.8541
Si  2.7934  -0.2629  8.7893
Si  2.6509  5.3314  8.9167
Si  -1.0961  6.5431  10.3488
Si  4.6712  10.1385  20.2946
Si  -4.3429  9.7962  10.1633
Si  2.6039  3.6647  20.2095
Si  -0.0847  2.6899  8.9301
Si  4.3227  0.9535  10.0222
Si  4.1118  4.008  7.5876
Si  8.1517  5.5481  -7.4646
Si  6.3482  3.4705  13.2161
Si  9.6216  9.5078  7.6088
Si  0.1015  8.0379  8.9306
Si  6.8292  12.2558  7.4173
O  -11.9389  26.2568  27.6912
O  6.0143  10.1179  19.3557
O  -2.7734  -30.0501  28.5706
O  -22.369  -7.1621  25.1971
O  22.6753  1.0034  12.1955
O  1.6602  14.4224  11.7516
O  -12.2395  -24.1152  25.9012
O  23.818  18.4133  19.551
O  -14.5488  -12.6875  11.5139
O  -15.925  -17.0264  18.8035
O  27.432  23.9218  13.1468
O  -14.5438  18.5117  25.0836
O  -9.0186  -15.3218  12.8352
O  -14.1994  8.7409  22.7211
O  4.263  -10.1909  20.6087
O  5.5022  18.2474  23.2157
O  6.4192  1.8004  25.2867
O  6.5373  34.5355  19.816
O  16.1988  -11.4285  26.0813
O  5.8226  8.5483  14.83
O  6.1446  -16.0085  27.6208
O  -9.1397  24.6234  26.1997
O  -9.3997  18.8152  15.0631
O  5.3381  37.0505  25.6695
Si  -1.4596  10.2887  26.266
Si  -12.902  6.7953  20.02
Si  -9.9539  12.0566  29.0682
Si  -6.5544  12.2119  13.9841
Si  -6.1417  -8.4165  16.6995
Si  8.9598  13.4065  14.6598
Si  -16.9779  12.8666  19.681
Si  -15.9604  16.8082  20.0646
Si  -14.7731  -3.5151  23.4805
Si  1.3384  12.1852  7.6001
Si  -12.7758  23.6124  10.221
Si  19.8498  -4.4556  17.0284
Si  -3.6219  14.4244  10.2219
Si  -17.2616  5.0452  15.2819
Si  7.0752  23.5404  29.183
Si  -9.0168  -14.4911  28.693
Si  -1.2414  -6.4494  20.5688
Si  -10.9961  10.9872  23.6048
Si  -29.8025  -4.2303  20.5387
Si  -0.7974  -11.4869  28.6527
Si  -1.3737  -6.8557  7.4984
Si  4.1517  9.426  7.3764
Si  13.4662  9.0362  15.7505
Si  -10.1348  -7.9775  22.4445
Si  -10.2845  10.908  17.2264
Si  -9.9049  15.1644  10.3976
Si  -9.8039  -17.9955  25.2395
Si  -0.0187  -8.1887  30.3794
Si  2.0055  6.4065  14.4941
Si  -39.3643  31.0131  14.2783
Si  1.9357  8.887  10.1075
Si  -11.7738  -21.1201  12.1806
Si  -13.0859  9.3928  21.7238
Si  -2.3225  -21.7101  16.6988
Si  13.7364  -3.2845  11.9881
Si  -14.4526  -2.2721  15.1846
Si  -5.5856  2.8646  30.1908
O  27.2063  37.3586  13.9018
O  -0.8176  -0.4467  16.6605
O  -2.8312  -16.7939  17.3082
O  -18.9781  1.9201  13.6649
O  -24.9039  65.3502  26.0417
O  7.9319  -17.9791  25.904
O  -43.8368  16.2854  10.9522
O  9.7815  21.0141  12.1602
O  -16.9299  -1.5839  21.6735
O  -9.6479  21.0078  23.7002
O  23.4858  14.5833  23.7012
O  5.4562  -21.931  10.7393
O  -18.6021  1.4798  11.177
O  6.7417  -17.9138  11.7255
O  -1.5875  -3.7965  18.451
O  -25.1256  3.3282  14.1272
O  0.171  34.3448  22.9536
O  -15.56  -7.802  16.8645
O  4.7011  -20.5157  15.5846
O  -3.338  31.9817  15.9233
O  -19.3075  -22.4785  25.974
O  14.0315  18.3679  22.0043
O  7.82  38.8525  22.9407
O  -30.9554  13.5842  21.244
O  -13.3066  1.622  15.9866
O  -16.1336  16.6141  16.2814
O  1.7863  7.9022  25.3548
O  -24.8412  -3.2728  27.6776
O  -29.2335  -4.715  14.894
O  43.5053  4.0674  21.831
O  9.387  -4.7998  25.8875
O  -9.2036  21.4311  16.0261
O  5.8531  37.8549  21.4654
O  4.5472  -15.1214  19.9257
O  9.8915  -33.6161  22.6473
O  -1.5859  -3.4813  11.6485
O  -42.2557  -16.533  25.8495
O  19.0976  -0.3483  20.7943
O  -9.9046  9.9077  18.4907
O  -21.327  -9.365  17.6517
O  -6.9951  -35.4666  12.9305
O  -8.0685  -2.5366  17.2295
O  -2.5961  19.5053  13.8472
O  -7.2149  12.2077  27.3135
O  8.1627  33.1499  18.2449
O  -13.6321  3.981  21.202
O  -4.4936  11.888  27.8461
O  -12.4416  19.0714  20.8773
O  -30.8875  36.3743  18.7233
O  -29.1157  9.0768  23.968
O  -7.0818  -26.4245  26.3488
O  -17.9653  91.3043  16.1293
O  -11.552  -21.6591  25.1517
O  26.3655  10.6409  13.6467
O  21.0843  -7.4306  15.0241
O  6.8127  36.4358  23.4799
O  -13.906  18.4373  16.1863
O  -8.4608  27.0718  20.7393
O  23.1777  5.0665  15.0778
O  4.1912  3.2925  20.1954
O  -34.3012  1.4208  13.5199
O  3.443  9.5357  19.4912
O  -22.5832  16.9007  16.2513
O  21.1676  -18.2348  19.2093
O  4.4154  12.7386  18.106
O  7.2923  17.7063  20.0633

Results
free energy: -156076.655 eV
free energy less fixed offsets of O -568.88, Si -635.61 eV per atom: -1.805 eV

Forces (eV/angstrom), in the order of the atoms: element, x, y, z
Si  0.0651  0.0272  -0.0113
Si  0.0371  0.0121  0.0002
Si  0.0356  -0.0461  -0.0096
Si  0.0307  0.002  0.0201
Si  0.0107  -0.0044  -0.0031
Si  0.0237  0.0154  -0.0054
Si  0.0662  -0.0012  -0.0017
Si  0.0235  0.0106  -0.013
Si  -0.0313  -0.1056  -0.0938
Si  -0.0556  -0.1036  0.0828
Si  -0.024  -0.1167  -0.1289
Si  0.0075  -0.0331  0.0861
Si  -0.0177  -0.1347  0.0843
Si  0.0059  -0.0885  -0.1363
Si  0.0394  -0.0646  0.0722
Si  0.0131  -0.0351  -0.1063
Si  0.236  0.0399  -0.0629
Si  -0.1189  0.0017  0.069
Si  -0.043  0.1914  -0.079
Si  -0.0919  -0.0223  0.0634
Si  -0.1302  -0.0272  0.0935
Si  0.0683  0.1302  0.0233
Si  0.012  -0.0909  0.0259
Si  0.085  0.1829  -0.0792
Si  -0.0238  -0.0112  0.0336
Si  -0.0475  -0.0045  -0.0257
Si  -0.0198  0.0072  0.033
Si  -0.0258  -0.0188  -0.0162
Si  -0.0148  -0.0437  -0.0385
Si  0.0079  -0.0377  0.0346
Si  -0.0706  0.0171  -0.0373
Si  -0.0679  0.0498  0.0402
Si  0.1118  -0.0323  -0.0159
Si  -0.0478  -0.0106  -0.1445
Si  -0.0723  0.1113  0.1486
Si  0.0324  0.1093  0.0363
Si  0.1116  0.1291  -0.1538
Si  -0.0072  -0.068  -0.0509
Si  -0.1377  0.029  0.3288
Si  0.0837  0.0146  0.2769
Si  -0.014  0.0779  -0.0961
Si  0.0101  0.0877  -0.0005
Si  -0.1126  -0.294  0.2501
Si  0.006  0.1999  -0.1549
Si  0.2119  -0.1612  0.0525
Si  -0.0198  0.0559  0.0206
Si  -0.0664  -0.0766  -0.1431
Si  0.1449  -0.0676  0.224
Si  -0.09  -0.02  -0.0256
Si  -0.0186  -0.0259  -0.0897
Si  0.0891  -0.0224  0.2071
Si  0.1777  0.1966  -0.4275
Si  0.2518  0.0459  -0.0209
Si  -0.1069  -0.1129  0.0008
Si  -0.0013  0.0097  0.0548
Si  0.2478  -0.0353  0.1185
Si  0.0644  -0.2574  0.0065
Si  0.1129  0.1009  0.0676
Si  0.1431  -0.1578  -0.4716
Si  -0.1174  -0.0753  0.1103
Si  0.0473  0.0444  -0.0393
Si  -0.0484  -0.0563  -0.0064
Si  0.1453  0.1793  -0.1416
Si  -0.0462  0.2139  0.2394
Si  -0.0612  -0.006  -0.0663
Si  -0.0079  0.0757  -0.0111
Si  0.1064  0.0274  -0.0867
Si  -0.0374  -0.011  0.0072
Si  0.0587  0.0238  -0.0024
Si  0.1108  -0.0515  -0.0945
Si  -0.0177  0.0184  -0.0813
Si  -0.0312  0.0076  -0.0478
Si  -0.0443  -0.0191  0.0082
Si  -0.006  0.0187  -0.0429
Si  0.0177  -0.033  0.0146
Si  -0.057  0.0169  -0.0345
Si  0.0274  -0.0235  -0.021
Si  -0.0049  -0.0648  -0.0094
Si  -0.0047  -0.0279  -0.0514
Si  0.003  0.0873  0.0332
Si  -0.0161  0.0072  -0.0022
Si  0.0258  0.0066  0.0128
Si  0.044  -0.0398  0.0106
Si  0.0008  0.0343  0.0069
Si  0.0568  0.009  -0.0063
Si  -0.0383  0.036  -0.0022
Si  0.008  0.034  0.0037
Si  -0.0175  -0.007  -0.001
Si  -0.0166  -0.0385  0.0381
Si  -0.0365  0.022  0.0461
Si  -0.0512  0.017  0.0468
Si  0.0169  -0.0365  0.0273
Si  -0.0623  0.0056  0.0439
Si  0.0119  -0.0289  0.0177
Si  0.0229  -0.0205  0.0397
Si  -0.0338  0.0074  0.0555
Si  0.0288  -0.0018  0.0484
Si  0.0223  0.0513  0.0067
Si  0.0424  -0.0406  -0.0759
Si  -0.0366  -0.014  0.0731
Si  0.0153  0.0112  0.0191
Si  -0.0491  0.0198  0.0117
Si  0.0742  -0.0349  0.1096
Si  0.0228  -0.0061  -0.0634
Si  0.0862  0.1585  -0.3952
Si  0.065  -0.0598  -0.0162
Si  -0.3642  0.4906  -0.0332
Si  0.1314  -0.0295  -0.0114
Si  -0.0851  -0.1113  -0.0677
Si  -0.0811  -0.1086  -0.5545
Si  -0.0012  0.0196  0.1358
Si  0.1556  0.1647  -0.1744
Si  -0.1487  0.0506  0.0095
Si  0.0488  0.1066  -0.0064
Si  -0.0993  0.0507  -0.1798
Si  -0.3591  -0.3084  -0.0575
Si  0.1766  0.1332  -0.0516
Si  -0.0013  -0.035  0.1166
Si  -0.1451  0.0843  0.2637
Si  0.0437  -0.0632  0.2257
Si  0.0224  0.0145  0.0872
Si  -0.0303  -0.2315  0.343
Si  -0.0711  0.0526  0.0923
Si  -0.0358  0.0681  -0.0031
Si  -0.1466  -0.0918  0.1434
Si  -0.0328  -0.1106  0.2125
Si  -0.2546  -0.0554  -0.1655
Si  0.0232  -0.136  -0.0806
O  0.043  -0.0007  0.2031
O  0.0111  -0.0037  0.0085
O  -0.0828  -0.109  0.4641
O  -0.0711  -0.0367  -0.0618
O  -0.0084  -0.173  0.119
O  0.0062  -0.0563  0.1121
O  -0.0014  -0.0901  -0.074
O  -0.139  -0.0406  -0.0471
O  0.0187  -0.0394  0.0086
O  0.0269  0.0142  0.0892
O  -0.0271  -0.12  -0.0493
O  -0.069  -0.0307  -0.0871
O  -0.2943  -0.2686  0.6511
O  0.0276  0.0129  -0.0287
O  0.0322  0.0671  -0.0823
O  -0.0244  -0.0196  0.0211
O  -0.0662  -0.0157  0.0009
O  -0.0079  0.0472  0.0512
O  0.1257  0.0522  -0.132
O  0.0466  0.0532  -0.0109
O  -0.1873  -0.0459  0.0757
O  0.0643  0.092  0.0383
O  -0.0547  0.1625  0.0749
O  -0.1111  0.1111  -0.0279
Si  0.1678  0.0742  0.3197
Si  -0.3783  0.4426  -0.1218
Si  -0.1161  -0.2678  -0.1738
Si  0.1178  0.1623  0.0731
Si  0.0804  0.0164  0.0334
Si  -0.1196  -0.1405  -0.0909
Si  0.0757  -0.1356  -0.0432
Si  -0.0074  0.0447  -0.093
Si  0.0369  0.0639  0.0232
Si  0.0491  0.095  0.2134
Si  0.0227  -0.0911  -0.0848
Si  -0.2157  -0.0377  -0.0515
Si  0.0184  -0.0178  0.0727
Si  0.0631  0.0416  0.048
Si  -0.0456  0.2356  -0.737
Si  0.032  0.2073  0.1023
Si  0.2096  -0.4993  0.3752
Si  -0.0179  -0.0708  0.2191
Si  0.2433  0.141  0.1527
Si  0.0137  0.0497  0.1004
Si  0.0842  -0.025  0.0563
Si  0.0085  -0.0321  -0.0119
Si  -0.2639  -0.1336  0.2638
Si  0.0239  -0.0891  0.1939
Si  -0.0333  -0.0275  -0.0317
Si  0.0305  0.0683  -0.352
Si  0.0866  0.0316  0.1903
Si  -0.1257  0.0544  0.1527
Si  0.0573  0.1609  -0.513
Si  0.0151  -0.0242  -0.416
Si  0.3874  -0.3494  0.2642
Si  -0.2459  0.2694  -0.4405
Si  -0.07  0.0784  0.2
Si  -0.1987  0.0203  0.0396
Si  0.0594  0.0789  -0.7352
Si  -0.1006  0.0702  0.0503
Si  -0.1327  0.0029  0.1343
O  0.008  0.0611  0.0103
O  0.1158  -0.084  0.0045
O  0.0463  -0.0467  0.0311
O  -0.1295  -0.0504  -0.0409
O  -0.1671  0.0908  -0.0886
O  -0.0842  -0.0162  -0.0924
O  0.0906  -0.0041  -0.3764
O  0.1876  -0.0209  0.1494
O  -0.0004  -0.0203  0.0348
O  0.0132  -0.0447  -0.0348
O  -0.0022  -0.0014  -0.1099
O  -0.019  0.0093  -0.5074
O  0.0076  0.1399  0.1653
O  0.148  0.007  -0.1925
O  0.1208  -0.0006  0.0778
O  0.0849  0.0283  0.0028
O  0.0077  0.1139  -0.106
O  0.0185  -0.0022  0.0175
O  -0.0317  -0.0436  -0.0572
O  0.0371  -0.043  -0.0815
O  -0.0494  -0.0734  -0.0016
O  -0.0469  -0.0642  -0.0839
O  0.0472  -0.0407  -0.0409
O  0.0583  0.0351  -0.0842
O  0.0297  0.0499  0.0389
O  -0.0177  -0.0368  -0.0565
O  -0.0078  -0.1739  -0.0847
O  -0.1233  -0.054  0.4306
O  0.1089  -0.1354  0.2169
O  -0.0403  0.063  -0.1657
O  -0.0283  -0.0349  -0.0758
O  0.0102  -0.1023  0.005
O  0.0462  -0.0638  -0.0359
O  -0.0657  -0.048  -0.0488
O  -0.0507  -0.0343  -0.1149
O  -0.141  0.0835  0.159
O  0.0507  0.0286  -0.0433
O  0.0178  0.0335  -0.0214
O  -0.0703  0.0461  0.0208
O  0.046  0.0836  0.0751
O  0.5157  0.4417  0.8397
O  -0.0931  0.0749  0.0026
O  0.0339  -0.0309  0.0798
O  -0.0327  -0.0074  0.0876
O  0.0858  0.0493  -0.0171
O  0.0701  0.0696  -0.1656
O  -0.0095  0.0495  0.2294
O  0.032  -0.1367  -0.1418
O  -0.2113  -0.0211  -0.0988
O  0.0556  -0.0296  -0.0368
O  -0.0335  -0.1024  -0.043
O  -0.0693  -0.0164  -0.0013
O  0.0014  0.0111  -0.0862
O  0.0835  -0.0088  0.0055
O  0.1413  0.1838  0.0559
O  -0.0038  0.0139  -0.0541
O  0.0724  0.0272  -0.0457
O  -0.0766  0.0198  -0.0266
O  -0.1823  -0.0787  -0.0054
O  -0.0557  0.0576  0.0052
O  0.0848  -0.0601  0.1199
O  -0.123  -0.0222  -0.0297
O  0.1376  -0.0774  -0.0324
O  0.0603  -0.0066  -0.0841
O  -0.0353  0.0547  -0.0404
O  0.2057  -0.03  -0.0086

The program warned: the cutoff lies below the one the program advises for these potential files; the forces do not sum to zero within the program's tolerance; the exchange-correlation potential is rough where the density is thin.
